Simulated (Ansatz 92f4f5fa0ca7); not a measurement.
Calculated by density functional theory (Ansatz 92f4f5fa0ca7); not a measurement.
Periodic cell of 237 atoms, Si147O90, from a study of silicon, its oxide and their interface. The atomic structure is a simulated model.
Doubt: the cutoff is far below the 930 eV that the study's wrapper takes by default for these files, so forces and energies are approximate.
This geometry differs little from another in the collection (a relaxation step or a small displacement).

Settings
functional: PBE
potential files: Ansatz PAW
basis: plane waves
wave-function cutoff: 580 eV
density cutoff ratio: 5
exchange-correlation grid ratio: 1
k mesh: 1 x 1 x 1, Gamma-centred
self-consistency stop: 5e-08 eV per atom in the density residual
occupations: fixed
spin: none
net charge: 0

Cell vectors (angstrom)
a	11.6015	0	0
b	0	10.938	0
c	0	0	33.1067

Atoms: element, x, y, z (angstrom)
Si	0.0087	0.063	24.4063
Si	4.0419	0.0685	24.3043
Si	7.6295	-0.199	24.4617
Si	2.0053	1.3387	24.1985
Si	5.9572	1.4326	24.587
Si	9.5277	1.2325	24.3983
Si	0.2355	5.1856	24.343
Si	4.0249	5.5422	24.3543
Si	7.9219	5.5188	24.4702
Si	1.9659	6.778	24.4506
Si	5.9532	6.8095	24.6741
Si	9.9872	6.6847	24.3506
Si	2.0283	2.6178	26.2592
Si	5.8543	2.8323	26.4366
Si	9.6728	2.6088	26.3604
Si	0.0578	3.9075	26.303
Si	3.8726	4.1108	26.278
Si	7.8463	4.1171	26.3984
Si	2.0064	8.2255	26.3473
Si	5.8432	8.2255	26.5063
Si	9.8069	8.1049	26.3087
Si	0.0567	9.597	26.3553
Si	3.931	9.6322	26.3069
Si	7.8364	9.4362	26.386
Si	0.0534	-0.0034	28.2927
Si	3.9127	0.0012	28.2763
Si	7.7868	-0.0246	28.2598
Si	1.9896	1.3501	28.2642
Si	5.8497	1.3605	28.2857
Si	9.71	1.3249	28.316
Si	0.0479	5.4026	28.2133
Si	3.8661	5.4527	28.2515
Si	7.7886	5.4897	28.3023
Si	1.9522	6.832	28.2682
Si	5.8109	6.7874	28.3373
Si	9.7435	6.8069	28.2801
Si	1.9336	2.7345	30.2075
Si	5.8008	2.7345	30.2075
Si	9.6679	2.7345	30.2075
Si	0	4.1018	30.2075
Si	3.8672	4.1018	30.2075
Si	7.7343	4.1018	30.2075
Si	1.9336	8.2035	30.2075
Si	5.8008	8.2035	30.2075
Si	9.6679	8.2035	30.2075
Si	0	9.5708	30.2075
Si	3.8672	9.5708	30.2075
Si	7.7343	9.5708	30.2075
Si	0	0	32.1411
Si	3.8672	0	32.1411
Si	7.7343	0	32.1411
Si	1.9336	1.3673	32.1411
Si	5.8008	1.3673	32.1411
Si	9.6679	1.3673	32.1411
Si	0	5.469	32.1411
Si	3.8672	5.469	32.1411
Si	7.7343	5.469	32.1411
Si	1.9336	6.8362	32.1411
Si	5.8008	6.8362	32.1411
Si	9.6679	6.8362	32.1411
Si	1.9336	2.7345	0.9679
Si	5.8008	2.7345	0.9679
Si	9.6679	2.7345	0.9679
Si	0	4.1018	0.9679
Si	3.8672	4.1018	0.9679
Si	7.7343	4.1018	0.9679
Si	1.9336	8.2035	0.9679
Si	5.8008	8.2035	0.9679
Si	9.6679	8.2035	0.9679
Si	0	9.5708	0.9679
Si	3.8672	9.5708	0.9679
Si	7.7343	9.5708	0.9679
Si	-0.0344	0.0135	2.9031
Si	3.8364	0.0257	2.8582
Si	7.71	0.0145	2.89
Si	1.8968	1.3647	2.884
Si	5.778	1.3866	2.9108
Si	9.6359	1.3807	2.9128
Si	-0.055	5.4673	2.9169
Si	3.7929	5.5286	2.8724
Si	7.7168	5.5092	2.865
Si	1.8477	6.8722	2.9638
Si	5.7703	6.8335	2.8963
Si	9.6401	6.8753	2.9211
Si	1.874	2.6991	4.8259
Si	5.7368	2.8892	4.7567
Si	9.5665	2.7338	4.8651
Si	-0.062	4.0688	4.8411
Si	3.7641	4.1555	4.7668
Si	7.7041	4.203	4.8072
Si	1.8328	8.2371	4.9588
Si	5.7738	8.2061	4.8148
Si	9.6438	8.2546	4.8698
Si	-0.0665	9.6804	4.895
Si	3.805	9.4879	4.6793
Si	7.675	9.6345	4.8448
Si	-0.1883	0.1214	6.8828
Si	3.8088	-0.0761	6.5218
Si	7.4004	0.1325	6.7637
Si	1.8919	1.274	6.7595
Si	5.4945	1.544	6.6359
Si	9.4121	1.4512	6.895
Si	0.0653	5.3863	6.8154
Si	3.8151	5.5006	6.7201
Si	7.7301	5.6171	6.732
Si	1.9111	6.8404	6.9459
Si	5.7391	6.8618	6.7866
Si	9.7288	6.8798	6.8351
O	5.6132	7.718	8.2238
O	7.66	4.6162	8.0635
O	11.4182	10.0195	8.1833
O	9.3252	2.5366	8.1643
O	6.939	9.9743	7.9408
O	9.6885	7.9568	8.1169
O	0.7614	5.6703	10.273
O	5.0351	2.3239	8.0663
O	0.3684	4.2696	8.0642
O	4.1851	9.9488	7.8796
O	3.6651	4.5647	8.084
O	2.3147	2.198	8.0781
O	1.5005	7.7364	23.1485
O	6.423	2.3224	23.2425
O	0.0085	9.9806	23.1075
O	1.9812	2.2525	22.7985
O	4.3387	4.8035	22.8896
O	4.4682	10.0004	23.0299
O	9.1763	2.2924	23.146
O	5.8737	7.6993	23.2888
O	10.3535	7.6346	23.0068
O	7.7996	4.6033	23.0888
O	7.18	9.976	23.0088
O	0.4713	4.4208	22.8524
Si	1.1894	7.219	10.0093
Si	8.7494	3.8288	8.9759
Si	1.3382	3.437	21.8463
Si	4.1094	4.8176	21.2643
Si	10.0594	0.9737	17.1218
Si	4.3007	6.6299	13.6618
Si	10.3392	2.9555	14.7341
Si	3.6276	3.0224	8.5964
Si	-6.4776	7.5916	19.9788
Si	7.8691	4.5886	14.3043
Si	8.9028	0.1439	10.8818
Si	0.124	8.4432	22.5975
Si	7.4598	10.4541	16.4436
Si	2.7915	12.2819	17.641
Si	1.8079	8.0945	12.8531
Si	11.5291	4.4337	9.6491
Si	-2.7416	7.7881	16.664
Si	5.988	10.8999	10.9859
Si	3.6526	-0.9844	19.1074
Si	5.8096	9.1512	22.5835
Si	11.12	-2.6199	14.6231
Si	17.1253	1.0433	18.3247
Si	5.3624	4.941	15.8411
Si	10.9979	2.0548	11.6599
Si	7.1972	4.3666	11.4304
Si	11.4048	9.1229	17.3156
Si	4.6502	13.691	11.2639
Si	3.6295	3.7523	13.8252
Si	7.1149	6.9828	12.7265
Si	12.1312	10.7357	13.2921
Si	13.0033	-8.653	14.9946
Si	5.5502	9.3196	8.5346
Si	6.6898	3.405	19.8971
Si	7.5613	10.0431	13.2569
Si	0.2589	1.6973	19.4771
Si	10.5024	9.0009	9.0774
Si	7.7862	3.0279	22.6636
Si	6.9246	5.8691	18.1785
Si	12.5229	9.6915	20.0132
O	5.6766	8.7327	21.0198
O	12.4272	8.9849	18.5479
O	9.6701	-3.2047	15.1895
O	-2.8032	10.7761	12.4835
O	7.6057	8.8408	16.6737
O	11.712	11.1144	20.0876
O	8.1533	6.3947	17.1987
O	13.3438	-1.2127	12.905
O	3.6759	5.2187	13.1127
O	7.7789	8.4549	12.8783
O	12.4924	0.8489	14.4611
O	10.9158	-1.1474	13.8972
O	5.4918	7.1657	12.6959
O	13.7328	3.1627	13.8517
O	13.6901	7.6163	11.3136
O	1.9166	7.4161	8.5437
O	6.7567	4.197	15.4114
O	2.514	9.9784	20.2975
O	7.7374	2.9716	21.056
O	7.5706	3.7823	12.9152
O	4.1428	8.4033	18.934
O	9.4796	9.8378	10.013
O	5.6649	4.0113	11.0469
O	6.1498	10.4981	12.5608
O	11.7163	14.1186	10.6999
O	10.5079	13.5725	13.1227
O	12.0549	8.4669	15.9682
O	2.3691	12.8286	16.2001
O	9.3499	4.2359	14.8579
O	9.795	1.4829	10.7303
O	7.473	6.0031	11.434
O	5.5695	5.3283	17.4005
O	4.2897	-4.5897	20.6724
O	7.6947	6.1811	14.0273
O	7.5398	10.557	14.8033
O	-0.1294	8.1737	10.0795
O	5.2294	3.8682	20.5191
O	11.8853	11.6464	11.9559
O	2.5696	4.2367	21.0742
O	0.4148	7.4638	13.5251
O	-2.9925	11.2069	17.335
O	0.2628	8.5765	20.9912
O	0.3217	2.7905	20.7108
O	4.202	3.8866	15.3607
O	2.9767	10.6404	17.7544
O	9.9505	4.8321	9.467
O	11.781	3.2812	15.4226
O	-4.1942	11.3913	10.344
O	4.9879	6.3642	15.1211
O	3.0992	7.7001	13.7598
O	7.4307	4.5995	19.0618
O	4.9438	10.9209	19.4452
O	10.0146	8.3264	17.6986
O	3.4415	3.0846	10.2202
O	6.0897	0.1762	17.0403
O	5.4648	9.6024	10.1407
O	9.7996	1.7445	15.6934
O	4.408	2.6918	12.872
O	10.6111	1.8977	18.3895
O	6.4384	7.0578	19.177
O	11.1543	-0.2309	16.985
O	6.595	2.0737	18.9569
O	1.6972	1.8563	18.7248
O	8.0336	3.4766	10.3762
O	5.0176	12.1697	10.8476
O	4.2663	1.9912	17.8834

Results
free energy: -144629.360 eV
free energy less fixed offsets of O -568.88, Si -635.61 eV per atom: 4.510 eV

Forces (eV/angstrom), in the order of the atoms: element, x, y, z
Si	0.0021	0.0043	0.0066
Si	0.0029	-0.0021	0.0151
Si	-0.0106	-0.0011	0.0017
Si	-0.0035	-0.0103	0.014
Si	0.0059	0.0067	0.011
Si	0.0094	-0.0006	0.0088
Si	0.0055	-0.0022	0.0089
Si	0.0034	0.0035	0.0097
Si	-0.0044	-0.0036	0.0021
Si	-0.003	-0.0081	0.009
Si	0.003	0.0123	-0.0064
Si	-0.0019	0.0051	0.0051
Si	0.0011	0.0044	-0.01
Si	-0.0062	-0.0022	-0.018
Si	-0.014	0.0008	-0.0054
Si	0.0039	-0.0037	-0.0151
Si	-0.0089	0.0024	-0.0075
Si	0.0026	-0.0008	-0.0104
Si	0.0108	0.0017	-0.0111
Si	0.0151	0.0052	-0.0159
Si	0.0052	0.0048	-0.0078
Si	-0.0115	-0.0043	-0.0134
Si	-0.0112	0.0005	-0.0075
Si	-0.0116	-0.0089	-0.0094
Si	0.0078	0.0044	0.0051
Si	-0.0003	0.0117	-0.0034
Si	0.0102	0.0108	-0.0012
Si	-0.0008	-0.0077	-0.0005
Si	-0.0002	-0.0021	0.0012
Si	-0.007	-0.0084	-0.0002
Si	-0.0067	0.0081	0.0035
Si	0.0013	0.0073	-0.0022
Si	-0.0013	0.0027	0.0033
Si	0.0085	-0.0059	-0.0017
Si	-0.0023	-0.0027	0.0093
Si	-0.0012	-0.0085	-0.0028
Si	0.0399	-0.0096	-0.0916
Si	0.0765	-0.0342	0.0744
Si	0.0177	0.0239	0.0891
Si	0.0993	-0.0839	-0.1589
Si	-0.0766	-0.0596	-0.1476
Si	0.0558	-0.0262	0.0751
Si	-0.0598	-0.0215	0.0065
Si	-0.0239	-0.055	0.294
Si	0.1486	-0.0263	-0.0623
Si	0.0662	-0.0726	0.14
Si	0.0867	-0.0446	-0.0776
Si	-0.0249	-0.088	-0.0919
Si	-0.0028	0.0575	0.0271
Si	-0.0273	-0.0103	-0.018
Si	0.0164	0.0406	0.0111
Si	-0.0118	-0.0748	-0.0496
Si	-0.0105	-0.0003	-0.0105
Si	0.0169	-0.0422	0.016
Si	-0.0051	0.1064	-0.0116
Si	0.0272	0.0427	-0.0141
Si	-0.0035	-0.0046	0.0058
Si	0.0158	-0.1034	0.0173
Si	0.0059	0.0253	0.0284
Si	-0.0098	-0.0616	0.0101
Si	-0.0214	0.0858	-0.0583
Si	0.0017	0.0353	0.0532
Si	-0.0342	0.0412	0.0411
Si	-0.063	0.0118	0.0485
Si	-0.1098	0.098	-0.0057
Si	0.0451	0.0266	-0.0781
Si	-0.1482	0.0704	0.3167
Si	-0.0369	0.031	0.0325
Si	0.0449	0.0931	0.008
Si	-0.0544	0.03	-0.0034
Si	0.0276	0.0143	-0.2135
Si	-0.0335	0.0043	-0.0267
Si	0.0037	0.0108	-0.0026
Si	0.0044	0.0071	-0.0024
Si	0.0019	0.0126	-0.0001
Si	-0.0057	-0.0135	-0.0075
Si	-0.0039	-0.0106	-0.0043
Si	-0.0013	-0.0114	-0.0052
Si	0.0036	0.0101	-0.0033
Si	0.0008	0.0052	-0.0117
Si	-0.0019	0.0078	-0.0053
Si	-0.0035	-0.0078	-0.0023
Si	-0.0001	-0.0077	-0.0072
Si	-0.005	-0.007	-0.0052
Si	0.0013	0.0071	0.0115
Si	0.0042	0.0022	0.0184
Si	-0.004	0.0094	0.0169
Si	0.0027	-0.0091	0.0166
Si	0.0016	-0.0103	0.0208
Si	-0.0012	-0.0102	0.0066
Si	0.0119	0.0061	0.016
Si	-0.0055	0.0101	0.0154
Si	0.0093	0.0085	0.0172
Si	-0.0072	-0.0085	0.0066
Si	-0.0001	-0.009	0.0156
Si	0.0026	-0.0056	0.0088
Si	-0.0065	0.0064	-0.0157
Si	0.0054	-0.0159	-0.0138
Si	-0.0007	-0.0155	-0.0067
Si	0.0026	0.0115	-0.0112
Si	-0.021	0.0223	-0.0142
Si	0.0052	-0.0063	-0.0145
Si	-0.0011	-0.0055	-0.0158
Si	0.0022	-0.0019	-0.0088
Si	0.004	-0.0057	-0.0086
Si	0.0026	0.0051	-0.0128
Si	-0.0074	0.0029	-0.0088
Si	0.0005	-0.0089	-0.0186
O	-0.0007	0.0159	0.0056
O	0.0118	-0.0186	0.011
O	-0.0088	-0.0223	0.0111
O	-0.0014	0.0206	0.0149
O	-0.0069	-0.003	-0.0031
O	0.007	0.0267	0.0167
O	0.0044	0.0119	-0.0056
O	-0.0059	0.0019	0.0019
O	-0.007	-0.0023	0.0093
O	0.0039	-0.0028	0.0034
O	0.0009	-0.0079	-0.0004
O	0.0187	0.0098	0.003
O	-0.0029	0.0039	0.0014
O	0.0066	0.0012	-0.0034
O	0.002	-0.0135	-0.007
O	-0.0074	0.018	-0.0179
O	0.0013	-0.0043	-0.0203
O	0.0169	-0.0189	-0.01
O	-0.0185	0.0119	-0.0088
O	0.0048	0.0084	0.0004
O	0.0084	0.0081	-0.0047
O	-0.0041	-0.0114	-0.0022
O	-0.0165	-0.0106	-0.0093
O	0.008	-0.0179	-0.019
Si	-0.0077	-0.0055	-0.0004
Si	-0.0021	0.0158	-0.0065
Si	0.0028	0.0054	0.0068
Si	-0.0109	-0.0058	0.0056
Si	0.0052	0.0033	-0.0013
Si	-0.0026	-0.0011	0.0019
Si	-0.0009	-0.0015	-0.0049
Si	-0.0153	-0.0042	-0.0003
Si	-0.0011	-0.0044	-0.0041
Si	0.0046	0.0028	-0.002
Si	0.0035	-0.0108	0.0072
Si	-0.0092	0.0039	0.0037
Si	-0.001	-0.0003	-0.0049
Si	-0.0023	0.0024	-0.003
Si	-0.0005	-0.0072	0.0044
Si	0.0033	0.0009	0.0002
Si	-0.0039	-0.0006	-0.0038
Si	-0.0059	-0.0092	0.0099
Si	-0.0021	-0.0039	-0.0061
Si	-0.0061	0.0068	0.014
Si	0.0003	-0.0017	0.0027
Si	0.0035	0.0046	-0.0044
Si	0.0016	0.0022	0.0006
Si	0.0002	0.0083	0.0031
Si	-0.0019	-0.0076	-0.002
Si	0.0028	0.0015	-0.0038
Si	-0.0097	0.0047	0.0016
Si	0.0027	-0.0002	-0.0013
Si	0.0023	0.0005	0.0061
Si	-0.0009	-0.0009	0.004
Si	0.0037	-0.0007	0.0029
Si	0.0009	-0.013	-0.003
Si	0.0024	-0.0003	0.0033
Si	0.0004	0.001	0.0017
Si	-0.0027	0.0075	0.002
Si	0.0013	-0.0036	-0.0007
Si	0.0119	0.0043	0.0045
Si	-0.0031	-0.0003	-0.0012
Si	-0.0064	-0.0046	-0.0011
O	-0.005	-0.008	-0.0034
O	-0.0026	-0.0019	-0.0025
O	-0.0012	0.0001	-0.0017
O	-0.004	-0.0035	0.0004
O	0.0002	0.0011	0.0005
O	-0.0004	0.0013	0.0022
O	0.0011	0.0007	-0.0004
O	0.0008	0.0038	-0.0045
O	0.0021	0.0021	-0.0031
O	-0.0013	0.002	-0.0048
O	0.0021	0.0006	0.0003
O	-0.0001	-0.0016	-0.0027
O	-0.0006	-0.0007	-0.0051
O	-0.0024	-0.0046	-0.0034
O	0.0025	-0.0005	-0.0045
O	-0.0081	0.0064	0.017
O	-0.0005	-0.0011	0.002
O	0.0028	0.0021	0.0019
O	-0.0083	0.0024	-0.0105
O	-0.0026	-0.0001	-0.0004
O	-0.0042	0.0036	-0.0004
O	-0.006	0.0101	-0.0006
O	0.0148	0.0009	-0.0064
O	0.0021	-0.0023	-0.0016
O	-0.0025	-0.0109	-0.002
O	-0.0014	0.0003	0.0043
O	0.0016	-0.0006	-0.0022
O	-0.004	0.0006	-0.0032
O	-0.0012	0.0001	-0.0021
O	0.0029	-0.0014	-0.0097
O	-0.002	0.0017	-0.005
O	-0.0023	-0.0011	-0.002
O	0.0056	0.0116	-0.0014
O	-0.0018	-0.0018	-0.0019
O	-0.0013	0.0014	0.0025
O	0.0118	-0.0083	-0.0086
O	0.0056	-0.0011	0.0005
O	0.0035	-0.0037	-0.0065
O	0.0076	0.0031	0.005
O	-0.001	0.0019	-0.0009
O	-0.0015	0.0011	0.0003
O	0.002	0.0064	-0.0098
O	-0.0061	-0.0048	-0.0058
O	0.0022	-0.0002	0.0023
O	0.0005	0.0032	0.0002
O	-0.0001	-0.0095	-0.0101
O	0.0019	0.0013	-0.0038
O	0.0049	0.002	-0.0075
O	0.0001	-0.0045	0.0005
O	0.0008	-0.002	-0.0031
O	0.0013	0.0046	-0.0006
O	-0.0013	0.0012	0.0041
O	0	-0.0005	0.0033
O	0.0064	-0.0017	0.0052
O	-0.0013	-0.0005	-0.0004
O	0.0016	0.0087	0.0068
O	0.0004	0.0023	-0.0026
O	0.0011	-0.0006	0.0016
O	-0.0038	-0.0024	-0.0014
O	0.0035	-0.0025	0
O	-0.0015	-0.0013	-0.0006
O	-0.0035	-0.0062	-0.0012
O	0.0064	-0.0032	-0.003
O	-0.004	0.0046	0.0028
O	0.0013	0.0001	-0.012
O	-0.0033	-0.0014	0.0008

The program warned: the cutoff lies below the one the program advises for these potential files; the exchange-correlation potential is rough where the density is thin.
